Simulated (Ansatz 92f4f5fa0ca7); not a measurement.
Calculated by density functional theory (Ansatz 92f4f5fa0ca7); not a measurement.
Periodic cell of 215 atoms, Si133O82, from a study of silicon, its oxide and their interface. The atomic structure is a simulated model.
This geometry differs little from another in the collection (a relaxation step or a small displacement).

Settings
functional: r2SCAN
potential files: Ansatz PAW
basis: plane waves
wave-function cutoff: 800 eV
density cutoff ratio: 5
exchange-correlation grid ratio: 1
k mesh: 1 x 1 x 1, Gamma-centred
self-consistency stop: 5e-08 eV per atom in the density residual
occupations: fixed
spin: none
net charge: 0

Cell vectors (angstrom)
a	10.938	0	0
b	0	10.938	0
c	0	0	31.5432

Atoms and the computed forces on them: element, x, y, z (angstrom), force x, y, z (eV/angstrom)
Si	10.4299	0.5489	24.3055	0.0276	-0.0046	-0.0192
Si	6.0054	10.5014	24.1209	0.0096	0.0404	-0.0121
Si	2.1279	3.2219	24.0553	-0.0052	-0.014	-0.0009
Si	8.685	2.2453	24.2515	-0.0457	-0.0035	-0.0216
Si	0.4892	5.0361	24.1333	0.0163	0.0194	-0.0039
Si	5.03	5.8863	24.1686	0.0216	0.0061	-0.0031
Si	3.3587	7.6407	24.1311	-0.0117	-0.0175	-0.0106
Si	7.8095	8.8127	23.9864	-0.0027	-0.0155	-0.0069
Si	1.3352	1.4508	25.4311	-0.0015	0.002	-0.0023
Si	6.888	1.315	25.4512	-0.002	-0.0046	0.002
Si	4.0264	4.0912	25.3184	-0.0083	0.0118	-0.0014
Si	9.6261	4.0994	25.3748	0.0115	-0.0071	-0.0029
Si	1.4633	6.8085	25.3521	-0.007	0.0019	0.0014
Si	6.868	6.9254	25.2535	-0.003	-0.0025	-0.0037
Si	4.1905	9.5281	25.323	0.0017	-0.0084	0.0005
Si	9.5279	9.6188	25.414	-0.0081	0.0075	-0.0041
Si	2.7583	-0.0094	26.6861	-0.002	0.0034	-0.0008
Si	8.2072	-0.0162	26.8521	-0.003	0.0046	0.0053
Si	-0.011	2.7641	26.8322	0.0032	-0.0023	0.0005
Si	5.4468	2.7319	26.7002	0.0057	-0.004	-0.0036
Si	2.7442	5.4443	26.7935	0.0031	-0.0007	-0.0005
Si	8.204	5.5008	26.6723	-0.0099	0.0016	0.0012
Si	0.0187	8.1925	26.6923	0.0082	-0.0039	-0.0006
Si	5.5086	8.1939	26.7656	0.0008	-0.0033	0.0025
Si	4.1018	1.3673	28.1249	0.0057	-0.0902	-0.4004
Si	9.5708	1.3673	28.1249	0.04	0.0623	0.5904
Si	1.3673	4.1018	28.1249	0.0148	0.1568	0.5986
Si	6.8362	4.1018	28.1249	-0.0761	0.1731	-0.6776
Si	4.1018	6.8362	28.1249	0.2313	-0.0823	0.0683
Si	9.5708	6.8362	28.1249	0.0743	-0.0082	-0.5072
Si	1.3673	9.5708	28.1249	0.077	0.025	-0.5642
Si	6.8362	9.5708	28.1249	-0.1108	-0.1943	0.5963
Si	0	0	29.4922	-0.0078	0.0939	0.0121
Si	5.469	0	29.4922	-0.0001	-0.0412	0.0042
Si	2.7345	2.7345	29.4922	-0.0599	0.0116	-0.0035
Si	8.2035	2.7345	29.4922	0.0572	-0.051	0.0044
Si	0	5.469	29.4922	0.0579	-0.0167	0.0191
Si	5.469	5.469	29.4922	-0.0116	0.057	0.0124
Si	2.7345	8.2035	29.4922	0.0314	-0.002	-0.0258
Si	8.2035	8.2035	29.4922	-0.0395	0.0431	0.0129
Si	1.3673	1.3673	30.8594	0.054	-0.021	0.0095
Si	6.8362	1.3673	30.8594	-0.0629	0.0084	-0.0265
Si	4.1018	4.1018	30.8594	0.0286	-0.0428	-0.0013
Si	9.5708	4.1018	30.8594	-0.0287	0.0468	-0.0229
Si	1.3673	6.8362	30.8594	-0.0459	0.008	-0.0235
Si	6.8362	6.8362	30.8594	0.0437	-0.0529	0.0092
Si	4.1018	9.5708	30.8594	0.0012	0.0539	-0.0221
Si	9.5708	9.5708	30.8594	0.0167	-0.0475	0.0013
Si	2.7345	0	0.6835	0.0133	-0.0348	0.0261
Si	8.2035	0	0.6835	-0.0055	0.0774	-0.0041
Si	0	2.7345	0.6835	-0.0638	0.0278	-0.0013
Si	5.469	2.7345	0.6835	0.0278	-0.0155	0.0225
Si	2.7345	5.469	0.6835	-0.0328	0.0513	-0.0047
Si	8.2035	5.469	0.6835	0.0383	-0.0362	0.0264
Si	0	8.2035	0.6835	0.0618	-0.0328	0.0246
Si	5.469	8.2035	0.6835	-0.0416	0.0111	-0.0051
Si	4.1018	1.3673	2.0507	-0.0304	0.0235	0.0079
Si	9.5708	1.3673	2.0507	0.0021	-0.0837	-0.0272
Si	1.3673	4.1018	2.0507	0.0519	-0.0464	-0.0189
Si	6.8362	4.1018	2.0507	-0.0786	0.0048	0.0145
Si	4.1018	6.8362	2.0507	0.0623	-0.0412	-0.0244
Si	9.5708	6.8362	2.0507	-0.0303	0.0319	-0.0201
Si	1.3673	9.5708	2.0507	-0.0157	0.0556	0.0201
Si	6.8362	9.5708	2.0507	0.0059	-0.0273	0.0085
Si	0	0	3.418	-0.2554	0.0116	-0.4647
Si	5.469	0	3.418	0.0114	-0.0155	0.4814
Si	2.7345	2.7345	3.418	-0.1848	-0.0065	-0.4825
Si	8.2035	2.7345	3.418	0.0138	-0.2042	0.5161
Si	0	5.469	3.418	-0.1033	0.0711	0.6557
Si	5.469	5.469	3.418	-0.0429	0.1242	-0.6167
Si	2.7345	8.2035	3.418	0.0784	0.0044	0.4629
Si	8.2035	8.2035	3.418	0.2376	-0.0744	-0.2519
Si	1.3186	1.3884	4.7262	0.0033	0.0115	0.0034
Si	6.8539	1.3291	4.8599	0.0034	0	0.0018
Si	4.0828	4.125	4.7065	-0.0075	0.0006	0.0042
Si	9.5522	4.0872	4.8561	-0.0019	-0.0007	0.0002
Si	1.3576	6.8705	4.8535	0.0065	-0.0029	0.0032
Si	6.8441	6.8186	4.7297	-0.0024	-0.0002	0.0029
Si	4.1066	9.5726	4.8477	-0.0033	-0.0002	0.0018
Si	9.5843	9.5693	4.7691	-0.0026	0.002	0.0023
Si	2.6403	0.0441	6.1205	0.0066	-0.0085	-0.0021
Si	8.2337	-0.1089	6.2554	-0.002	0.0005	0.0008
Si	-0.012	2.6819	6.2156	0.0063	-0.0041	0.0012
Si	5.4041	2.7648	6.094	0.0079	-0.0006	-0.0031
Si	2.7542	5.4526	6.1521	-0.0047	-0.0052	0
Si	8.1153	5.4476	6.1863	0.0071	0.0003	-0.0036
Si	0.0036	8.2895	6.2407	-0.0004	-0.0009	-0.0033
Si	5.555	8.1703	6.1659	-0.0004	-0.003	0.0001
Si	3.5044	1.9351	7.2019	-0.0046	-0.0076	0.0392
Si	10.0232	0.8488	7.4782	-0.0097	-0.0018	-0.0003
Si	1.7988	3.6713	7.3786	0.0069	0.0073	-0.0033
Si	6.2202	4.5382	7.4016	-0.0058	0.0005	0.0067
Si	4.6401	6.3289	7.287	-0.0031	-0.004	0.0028
Si	9.1621	7.2025	7.3434	-0.008	-0.0076	0.0044
Si	0.9052	10.1638	7.5328	0.0043	0.0093	0.0106
Si	7.4031	8.9176	7.4995	0.01	0.005	0.0021
O	4.5504	6.6296	8.8984	0.0024	0.0002	-0.0045
O	1.4708	4.0209	8.9623	-0.0018	-0.0032	0.0004
O	9.7056	6.5646	8.7617	0.002	0.0051	-0.0065
O	1.3403	10.1067	9.1446	-0.0027	-0.0025	-0.0098
O	6.105	4.221	9.0282	0.0039	-0.0116	0.0075
O	3.7722	1.5757	8.7632	-0.0114	0.0199	0.0359
O	7.107	9.027	9.1296	-0.0026	0.0081	0.0143
O	9.6127	1.1062	9.0563	-0.0031	0.0019	0.0052
O	8.2252	2.5162	22.7014	0.0098	-0.0009	0.0142
O	11.049	5.5157	22.6046	-0.0044	-0.0078	0.0059
O	5.5913	0.1011	22.6249	-0.0061	-0.0146	-0.0148
O	5.2794	5.4145	22.6114	-0.0112	-0.0046	-0.004
O	2.1688	2.7834	22.4573	0.0016	0.0023	-0.0015
O	3.2562	7.8269	22.4936	0.0032	0.0098	0.0023
O	8.3711	8.711	22.4233	-0.0027	0.0035	0.0083
O	-0.1249	11.173	22.7504	-0.0004	-0.0017	0.0058
Si	2.146	2.9583	12.8971	-0.0009	-0.0004	0.0026
Si	8.6777	1.3135	10.3562	-0.0067	0.003	-0.001
Si	1.065	4.4907	15.3576	0.0078	-0.0066	0.0024
Si	7.5754	5.5849	12.2107	-0.0014	0.0111	0.0036
Si	2.4025	8.1516	21.1661	0.001	0.0076	-0.0007
Si	5.4694	7.804	12.4856	0.0014	-0.0016	-0.0056
Si	9.2881	0.4438	15.4501	-0.002	0.0003	0.0001
Si	2.9345	-0.0475	16.6757	-0.0033	0.0007	-0.0007
Si	10.4764	1.1561	12.5659	0.003	-0.0015	-0.0019
Si	7.7244	2.8124	21.2069	0.0155	0.0076	-0.0059
Si	9.1162	8.7869	14.4151	0.0016	0.0006	-0.0017
Si	1.5114	4.7992	10.3818	0.0031	-0.0012	-0.0008
Si	4.485	9.4561	19.1365	-0.0034	0.0031	0.0069
Si	11.0705	6.0775	21.0907	0.0023	-0.0056	-0.0025
Si	6.6181	10.4498	14.8519	0.0019	-0.0001	0
Si	5.357	0.7204	21.1569	-0.0157	-0.023	-0.0009
Si	2.3552	9.8263	10.3894	0.0044	-0.0063	0.0046
Si	0.426	10.6135	21.3615	0.0024	-0.0011	0.0089
Si	5.8119	5.2377	21.1087	-0.0052	-0.0075	-0.0043
Si	3.6689	7.1089	10.1422	-0.0041	-0.0044	0.0063
Si	9.0638	5.6844	14.836	-0.002	-0.0004	0.0004
Si	3.6337	4.0794	19.0762	0.0018	0.0012	0.0018
Si	10.0006	3.6512	19.3038	-0.0006	-0.0011	0.003
Si	4.2887	8.6702	15.3689	-0.0022	-0.0007	0.0024
Si	0.4662	1.9139	17.1551	-0.0041	-0.0015	0.0052
Si	6.7878	7.511	19.2569	0.003	-0.0041	0.0003
Si	5.2479	3.6321	16.7325	0.0002	0.0022	0.0051
Si	7.7793	5.0204	17.5203	0.0025	-0.0049	0.0087
Si	6.6864	9.9388	10.4018	-0.0107	0.0091	-0.0109
Si	4.3835	1.0792	10.1425	0.0292	-0.0287	-0.0404
Si	-0.0368	9.1211	11.8582	0.0025	-0.0051	-0.0036
Si	9.0944	8.6001	20.9633	0	0.0024	-0.0007
Si	4.5426	1.6596	14.5956	-0.0014	0.0001	-0.0037
Si	2.4309	2.0737	21.0219	0.0016	-0.0009	-0.0027
Si	6.3283	3.3578	10.3803	0.0101	-0.0076	-0.0023
Si	3.429	5.9178	16.7157	-0.0016	-0.0019	0.0006
Si	9.9045	6.5537	10.355	0.0007	-0.0017	0.0039
O	0.0675	2.6049	18.5695	0.003	-0.001	-0.0062
O	2.9745	9.6366	15.6017	-0.0007	-0.0046	-0.0017
O	10.8177	4.7977	20.1233	0.0009	0.0014	-0.0019
O	7.5402	2.3785	9.9831	-0.0039	0.0084	0.0111
O	10.9673	5.3807	10.765	-0.0012	0	0.001
O	6.6317	6.7398	12.8545	0.0116	-0.0133	-0.0105
O	10.3547	8.0697	10.7557	0.0075	0.0064	0.0068
O	7.6393	9.4395	14.0158	-0.0025	0.0025	-0.0029
O	8.4804	6.2225	11.0356	-0.0109	-0.0093	0.0105
O	5.3188	10.4631	20.0815	-0.0033	0.0239	0.0135
O	2.1518	3.7515	11.4656	0.0019	0	-0.0032
O	7.9694	8.4861	19.7982	-0.0028	0.0003	-0.0034
O	6.1829	6.6916	20.5189	0.0003	0.0007	-0.0001
O	5.4713	2.7227	15.413	0.0022	-0.0012	-0.0023
O	1.282	0.9283	20.7069	-0.0013	-0.0061	0.0039
O	6.1151	9.0457	11.6357	-0.0071	-0.0039	-0.0031
O	4.6078	4.9877	16.1215	-0.0036	0.0035	-0.0019
O	6.5899	3.9281	17.5879	0.0001	-0.0019	-0.0004
O	10.5559	10.6943	11.7515	0.0037	0.0013	-0.0003
O	5.5747	0.5003	14.0295	-0.0019	0	-0.0016
O	8.0513	5.1539	15.9502	0.0048	-0.0009	-0.0099
O	9.7136	9.809	15.5307	0.0029	-0.0011	0.0024
O	-0.3918	5.1315	15.1319	-0.0052	0.0016	-0.0004
O	1.5446	6.827	20.759	0.0011	-0.0007	0.0026
O	1.5374	0.6618	17.1807	-0.0011	-0.0008	0.0007
O	6.5643	1.7483	20.8032	0.0007	-0.0044	0.0087
O	1.0026	1.8006	12.8088	-0.004	-0.001	-0.0024
O	3.2314	5.4748	18.2918	0.0005	-0.001	-0.0002
O	9.5351	2.0046	11.5589	-0.0026	-0.0054	-0.0043
O	1.0193	3.1236	16.2286	-0.0004	0.0083	-0.0092
O	8.5714	5.1241	13.4017	-0.0064	0.0078	-0.0052
O	10.225	8.6508	13.2422	0.0029	-0.0023	-0.0014
O	1.4539	9.3911	21.5738	-0.0044	0.0058	-0.0055
O	10.0581	9.9018	20.6446	0.0046	0.0017	0.0016
O	3.1686	0.236	10.8636	0.0123	-0.0002	-0.0056
O	5.0512	2.4154	10.8224	0.0185	-0.0087	-0.0086
O	1.7212	4.1005	13.9452	-0.0035	0.0023	0.0099
O	7.9593	10.8585	10.8342	-0.0109	0.0118	-0.0082
O	9.1043	4.4486	18.224	-0.0037	0.0017	-0.0038
O	5.6471	9.5128	15.7811	0.0002	-0.0024	0.0019
O	5.5479	0.0066	9.8761	-0.0167	0.0094	-0.023
O	3.5636	2.2829	13.4257	-0.0005	0.0001	-0.0006
O	1.9959	5.6316	16.0236	-0.002	-0.0056	-0.0001
O	9.7277	0.9988	13.9884	-0.0015	0.0004	-0.0018
O	4.4538	6.9905	11.5358	0	0.0033	-0.0029
O	4.7026	4.4973	20.2075	0.0059	0.0059	0.0008
O	10.0144	1.3155	16.5739	0.0037	0.0036	0.0048
O	6.7053	4.3485	11.6139	0.0026	-0.0061	-0.0086
O	5.6017	8.4024	18.5964	-0.0061	0.0032	0
O	9.0261	2.7562	20.2446	-0.0115	-0.0024	-0.0014
O	3.6302	1.1113	15.806	-0.0001	0.0005	0.0005
O	4.2261	3.1002	17.9002	-0.0032	-0.0004	0.0009
O	9.9243	7.2068	20.9278	0.0022	0.0008	0.0004
O	3.3612	8.6749	9.8682	-0.0037	0.002	0.0006
O	3.9409	7.4148	16.3483	0.0014	0.0042	-0.002
O	7.6647	0.4809	15.6478	0.0002	0.0008	0.0032
O	8.9744	7.2936	14.9644	-0.0017	-0.0019	0.0019
O	3.908	1.4259	21.1012	0.0155	-0.0076	0.0134
O	1.5813	9.1677	11.6723	-0.0083	0.0033	-0.0044
O	2.3813	6.154	10.2462	0.0028	0.0003	0
O	7.3419	6.441	18.1688	-0.0029	0.0034	0.0003
O	7.1437	4.32	21.1059	-0.0076	-0.0049	0.01
O	4.6209	8.2521	13.815	-0.0016	0.0019	0.0011
O	3.3634	8.6086	19.9521	-0.0029	-0.001	0.0011
O	2.485	3.218	19.8495	-0.0036	-0.0016	-0.0027
O	3.7351	10.3283	17.9815	0.0025	-0.0065	0.0017

Results
free energy: -131839.341 eV
free energy less fixed offsets of O -570.45, Si -639.56 eV per atom: -0.961 eV

The program warned: the cutoff lies below the one the program advises for these potential files; the forces do not sum to zero within the program's tolerance; empty levels may hold ghost states of the PAW files; the exchange-correlation potential is rough where the density is thin.
